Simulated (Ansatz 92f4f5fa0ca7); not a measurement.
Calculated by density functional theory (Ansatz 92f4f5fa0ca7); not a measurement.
Periodic cell of 220 atoms, Si132O88, from a study of silicon, its oxide and their interface. The atomic structure is a simulated model.
Doubt: the cutoff is far below the 930 eV that the study's wrapper takes by default for these files, so forces and energies are approximate.

Settings: functional PBE; potential files Ansatz PAW; basis plane waves; wave-function cutoff 580 eV; density cutoff ratio 5; exchange-correlation grid ratio 1; k mesh 1 x 1 x 1, Gamma-centred; self-consistency stop 5e-08 eV per atom in the density residual; occupations fixed; spin none; net charge 0.

Cell vectors (angstrom)
a  10.938  0  0
b  0  10.938  0
c  0  0  32.1428

Atoms and the computed forces on them: element, x, y, z (angstrom), force x, y, z (eV/angstrom)
Si  0.195  -0.1598  24.5023  -0.0772  0.1077  0.0083
Si  5.585  -0.3243  24.7557  -0.0552  -0.0258  0.0721
Si  2.5266  3.0297  24.4845  0.0045  -0.0497  -0.0535
Si  8.0744  2.9545  25.047  0.0516  0.0605  0.0713
Si  0.0489  5.1078  24.6717  -0.076  -0.0313  0.0005
Si  5.803  5.1528  24.6392  0.028  -0.0433  0.0657
Si  2.4512  8.488  24.5963  0.0224  0.0326  -0.0134
Si  8.0008  8.5675  24.7884  0.0232  0.0002  0.0932
Si  1.4026  1.3975  25.8351  0.0157  -0.031  0.0749
Si  6.7442  1.3178  26.0173  -0.002  0.0225  0.1113
Si  4.0637  4.1605  25.907  0.0153  -0.0307  0.0442
Si  9.6174  4.1083  26.2979  0.0034  0.0226  0.0631
Si  1.2664  6.8336  25.8217  0.0039  0.0075  0.0967
Si  6.8555  6.8471  25.9368  -0.0045  -0.0066  0.0933
Si  4.0201  9.4971  26.0697  0.0641  -0.0131  0.0796
Si  9.5915  9.7134  26.0207  -0.0238  0.0335  0.0648
Si  2.7139  0.047  27.3396  0.0224  -0.0369  -0.0251
Si  8.1842  0.0552  27.3973  -0.0203  -0.0357  -0.0303
Si  0.0771  2.6411  27.4033  -0.0126  0.0796  -0.0071
Si  5.3978  2.7559  27.3399  0.0262  -0.0137  -0.0419
Si  2.6927  5.5333  27.2853  0.0163  0.0122  0.0407
Si  8.1844  5.5454  27.4268  -0.0136  -0.0401  -0.0668
Si  -0.0271  8.2091  27.3128  0.0295  -0.0112  0.0082
Si  5.4631  8.1531  27.3671  -0.0405  0.0291  -0.0444
Si  4.1018  1.3673  28.7246  -0.2193  0.1292  0.0915
Si  9.5708  1.3673  28.7246  0.1026  -0.0172  0.4847
Si  1.3673  4.1018  28.7246  0.3531  0.0275  -0.1655
Si  6.8362  4.1018  28.7246  -0.2547  0.0271  -0.1074
Si  4.1018  6.8362  28.7246  -0.2079  -0.2208  0.0428
Si  9.5708  6.8362  28.7246  0.0986  0.5589  0.3681
Si  1.3673  9.5708  28.7246  -0.0949  0.0384  -0.3285
Si  6.8362  9.5708  28.7246  0.0049  -0.166  -0.0546
Si  0  0  30.0918  -0.1492  -0.1305  0.0365
Si  5.469  0  30.0918  -0.0085  -0.0094  -0.0559
Si  2.7345  2.7345  30.0918  0.1274  0.09  0.0343
Si  8.2035  2.7345  30.0918  0.101  0.0496  -0.0319
Si  0  5.469  30.0918  -0.0323  -0.0106  -0.061
Si  5.469  5.469  30.0918  -0.1031  -0.1446  0.0217
Si  2.7345  8.2035  30.0918  0.0413  0.0379  -0.0503
Si  8.2035  8.2035  30.0918  0.119  0.045  0.0509
Si  1.3673  1.3673  31.4591  -0.0177  0.0499  -0.0488
Si  6.8362  1.3673  31.4591  -0.0081  -0.0432  -0.0287
Si  4.1018  4.1018  31.4591  -0.0078  -0.0414  0.019
Si  9.5708  4.1018  31.4591  -0.0433  0.0318  -0.0046
Si  1.3673  6.8362  31.4591  0.0249  0.0003  -0.0302
Si  6.8362  6.8362  31.4591  -0.0001  0.0352  -0.0411
Si  4.1018  9.5708  31.4591  -0.0114  -0.0023  -0.0081
Si  9.5708  9.5708  31.4591  -0.0361  0.0218  0.0234
Si  2.7345  0  0.6835  -0.0164  0.0054  0.0234
Si  8.2035  0  0.6835  0.0221  0.0393  0.0056
Si  0  2.7345  0.6835  -0.0252  -0.03  0.0337
Si  5.469  2.7345  0.6835  0.036  0.0135  0.0087
Si  2.7345  5.469  0.6835  -0.0048  -0.0003  -0.0063
Si  8.2035  5.469  0.6835  0.0072  -0.0372  0.0324
Si  0  8.2035  0.6835  -0.0333  -0.0132  0.0025
Si  5.469  8.2035  0.6835  0.0176  -0.0022  0.0354
Si  4.1018  1.3673  2.0507  0.0228  0.0347  0.0532
Si  9.5708  1.3673  2.0507  -0.0907  -0.0759  -0.0298
Si  1.3673  4.1018  2.0507  0.1085  0.052  -0.0234
Si  6.8362  4.1018  2.0507  -0.0626  -0.0602  0.0238
Si  4.1018  6.8362  2.0507  -0.1215  -0.0908  0.0007
Si  9.5708  6.8362  2.0507  0.0294  0.0716  0.0344
Si  1.3673  9.5708  2.0507  -0.0283  -0.0261  0.0309
Si  6.8362  9.5708  2.0507  -0.0033  -0.0044  -0.0268
Si  0  0  3.418  -0.3234  -0.0228  -0.2772
Si  5.469  0  3.418  0.2845  0.0038  0.0931
Si  2.7345  2.7345  3.418  0.1268  0.5463  -0.1176
Si  8.2035  2.7345  3.418  0.0318  -0.0649  0.15
Si  0  5.469  3.418  0.1704  -0.0401  0.2992
Si  5.469  5.469  3.418  -0.2186  -0.4393  -0.1307
Si  2.7345  8.2035  3.418  -0.1471  -0.2671  -0.2137
Si  8.2035  8.2035  3.418  0.0604  0.1875  -0.1884
Si  1.3055  1.4355  4.6984  -0.0124  -0.0446  0.1643
Si  6.8573  1.3484  4.8266  -0.0089  -0.0155  -0.0046
Si  4.121  4.079  4.8562  -0.0124  -0.0032  0.0479
Si  9.575  4.0921  4.799  -0.0118  0.0395  0.0108
Si  1.3762  6.8517  4.8344  0.0018  0.002  -0.0067
Si  6.8618  6.7855  4.7167  -0.0751  0.0879  0.0433
Si  4.0977  9.5377  4.7334  0.0348  0.0009  0.013
Si  9.5476  9.5838  4.7952  0.0296  -0.0173  0.0245
Si  2.6023  -0.0689  5.9136  -0.0406  0.0085  -0.1455
Si  8.2204  0.0131  6.2413  -0.0313  0.0491  -0.0212
Si  -0.0474  2.7117  6.1962  0.0328  0.0081  0.0171
Si  5.4405  2.5772  6.255  0.0701  0.0032  -0.1756
Si  2.7285  5.5227  6.2879  -0.0353  0.0013  -0.1534
Si  8.14  5.4079  6.1245  0.0503  -0.0637  -0.1107
Si  -0.075  8.1609  6.1681  -0.0226  -0.0488  -0.1094
Si  5.4673  8.1383  6.058  -0.0082  -0.047  -0.1539
Si  3.6951  1.3301  7.3901  0.0421  -0.0099  0.1228
Si  9.7847  1.1693  7.6334  -0.0416  -0.0234  -0.1366
Si  1.6587  3.775  7.4451  -0.1362  0.0824  -0.3116
Si  6.6437  4.1875  7.471  0.0257  0.0481  0.0182
Si  4.4924  6.5589  7.5263  -0.0455  0.3382  0.4561
Si  9.245  7.0145  7.4277  -0.0015  -0.0204  -0.0291
Si  1.0819  9.8196  7.3145  0.1053  0.0657  0.0692
Si  7.0114  9.2612  7.3509  -0.0698  -0.0346  0.0665
O  1.2649  4.0838  24.0887  -0.0159  0.0048  -0.1102
O  6.7837  9.572  24.2667  -0.0057  0.0237  -0.256
O  2.9304  2.7653  7.3297  0.1124  -0.086  -0.1047
O  8.1261  8.1595  7.8607  0.0217  0.0518  0.1112
O  5.5436  5.3825  7.9449  0.1229  -0.2244  -0.0008
O  0.0356  0.0178  7.9365  -0.0413  0.0206  0.1568
O  5.3584  5.4797  23.087  0.0264  0.0261  -0.0827
O  10.5109  0.4814  23.0736  -0.0074  0.0014  -0.0795
O  2.1422  9.3513  8.5213  -0.0717  0.1049  -0.0155
O  1.4873  3.8208  9.0578  -0.064  -0.0347  0.3266
O  9.2017  1.8524  8.962  0.2661  -0.2238  -0.3728
O  7.7143  9.7443  12.1548  0.0616  -0.0329  0.1056
O  3.387  0.7698  8.9426  -0.066  0.0229  0.1045
O  4.3348  7.4011  9.2894  -0.0196  -0.1711  0.1595
O  7.4851  3.5482  8.6709  0.4192  -0.4065  0.4079
O  9.831  6.4159  8.842  0.0413  0.04  0.182
O  3.3501  2.4246  23.141  0.0269  0.0194  -0.0467
O  4.6699  0.1459  23.4716  0.0091  0.0015  -0.0355
O  9.179  2.5078  23.931  0.0157  -0.0521  -0.0847
O  9.8312  5.5524  23.5363  -0.0064  0.0038  -0.0195
O  19.8887  8.0986  23.5252  0.0105  0.0076  -0.0737
O  3.2988  7.9609  23.2817  0.0095  -0.0294  -0.0634
O  6.9766  4.0142  24.4318  0.0217  -0.0349  -0.183
O  1.3206  9.6178  24.1051  -0.0091  0.0142  -0.1195
Si  3.897  6.4199  10.7984  0.5819  0.8328  -0.9789
Si  9.2974  4.1586  14.6114  0.2339  0.0267  0.0847
Si  7.456  8.1692  11.9112  -0.2545  0.091  -0.2603
Si  4.2137  1.2454  22.3561  -0.0055  -0.0242  0.0509
Si  17.2958  3.8178  14.1339  0.3587  0.1027  0.7381
Si  2.7437  -0.4825  20.1191  0.0322  0.029  0.1296
Si  7.1942  4.1221  19.4263  -0.0115  0.0003  0.1267
Si  14.0655  6.5835  16.4492  -0.0347  0.0157  0.0888
Si  2.2208  4.087  10.4999  -0.226  0.3407  -0.4508
Si  5.7558  16.1423  16.6818  -0.0201  0.1569  0.1846
Si  3.804  9.6968  17.256  -0.0125  -0.0129  0.0691
Si  10.4203  4.2308  11.6887  -0.5291  -0.0759  -0.2705
Si  10.9738  6.439  16.0974  0.0299  0.0192  0.0585
Si  8.0654  1.5339  14.5296  0.2976  -0.2018  0.1095
Si  2.7509  10.3737  9.6631  0.1464  -0.2013  -0.1105
Si  9.1342  6.7505  22.6311  -0.0496  0.0017  0.0912
Si  11.177  -1.2819  11.2071  0.1287  0.0046  -0.1669
Si  3.5966  -3.2757  13.7393  -0.0506  0.0535  -0.0447
Si  5.2383  8.8134  9.8523  -0.4431  -0.53  -0.408
Si  9.5659  1.743  22.5655  0.0213  0.0008  0.0958
Si  11.9496  -0.4816  16.5762  0.0177  -0.0019  0.0464
Si  8.0541  2.5992  10.0369  0.1582  0.8321  -0.3094
Si  -0.3978  8.1975  18.4074  0.0267  -0.0116  0.0575
Si  11.7574  -2.1066  14.1682  0.0176  0.0055  -0.0158
Si  5.2743  3.9101  11.3308  -1.0617  1.4115  0.2469
Si  6.0334  6.0487  21.7041  0.002  0.0147  0.1685
Si  6.4831  7.6818  14.6949  0.04  0.1065  -0.0642
Si  11.5614  6.4757  20.6821  -0.0269  0.0441  0.1598
Si  11.104  1.0395  18.8094  0.0394  -0.0274  0.0703
Si  14.2345  7.6629  21.666  0.0267  0.0052  0.1772
Si  6.972  1.3263  20.7596  -0.0111  0.0162  0.2004
Si  9.9922  7.0157  10.3632  0.0189  -0.0533  -0.251
Si  -0.6309  3.6474  20.1616  0.0165  -0.0308  0.1737
Si  8.461  -0.6751  19.0992  0.0002  -0.0212  0.0359
Si  6.8721  10.1591  16.3505  -0.0118  -0.0558  0.106
Si  8.5725  0.1626  11.8408  -0.011  -0.0822  -0.2665
O  13.3807  8.7792  13.9736  0.0001  -0.0022  0.015
O  7.7222  -0.9377  17.7031  0.0015  0.0157  -0.0608
O  6.0553  8.1292  11.0353  0.3816  0.009  0.4464
O  1.5929  10.501  10.7997  -0.0876  -0.0073  0.1537
O  5.2091  -5.4286  10.7747  0.2571  -1.1825  0.438
O  10.0433  7.1297  17.2687  0.0016  0.0064  -0.0221
O  6.2713  4.9285  20.534  0.0275  -0.0325  -0.1135
O  6.7527  13.1995  13.9052  -0.225  0.1237  -0.2832
O  3.5825  7.2542  12.1456  0.0459  -0.0772  0.301
O  2.5263  5.7276  10.3432  -0.2981  -0.6267  0.1954
O  7.7868  4.6823  14.2162  -0.3138  -0.0896  -0.1335
O  11.4381  -1.6323  17.6193  0.0045  0.0089  -0.0369
O  10.2135  4.0923  13.2884  0.0002  0.0033  -0.0668
O  0.6584  7.431  19.3746  0.0029  -0.0048  -0.0547
O  6.9691  2.4958  19.5982  0.0021  0.0193  -0.0845
O  12.4943  6.155  16.7144  -0.0068  0.0037  -0.0338
O  17.2797  6.5121  15.8363  -0.0106  -0.0669  0.0108
O  13.0399  6.5561  21.3954  -0.0033  0.0108  -0.0745
O  3.2779  0.6126  21.1978  -0.0026  -0.0271  -0.0963
O  1.0151  3.6628  11.4967  0.1993  -0.1324  0.2254
O  7.2311  -0.1705  20.0924  0.0068  -0.0054  -0.0732
O  8.1652  1.3403  21.8678  0.0045  0.0078  -0.061
O  -1.6263  8.8522  19.2975  0.0033  0  -0.0403
O  2.7902  9.0123  20.8923  -0.0143  -0.0039  -0.0697
O  12.2268  0.1657  19.6656  -0.0415  0.0221  -0.0611
O  6.0718  9.5793  8.7109  0.1672  0.1608  0.0022
O  8.559  7.4868  10.9613  0.0357  -0.0269  0.0828
O  8.8726  0.8046  13.3147  -0.0746  0.1013  0.1757
O  7.4551  11.4989  15.6694  0.0003  0.075  -0.0899
O  6.5496  3.1537  10.7924  -0.815  -0.0253  0.6329
O  2.6359  -0.4299  16.4599  -0.0065  -0.018  -0.0041
O  3.6622  14.364  10.9364  0.8942  -0.3043  0.1069
O  -6.7163  5.5852  17.1711  0.0512  -0.0441  -0.0576
O  11.1604  7.4563  14.8197  -0.0055  -0.015  0.0066
O  4.0254  9.6903  10.4263  -0.0272  0.2945  0.167
O  3.4928  8.0875  17.0396  0.0089  0.0141  -0.0583
O  10.1256  5.1134  15.6637  -0.0774  -0.0866  -0.073
O  10.3006  2.8006  21.572  -0.0233  0.0094  -0.0822
O  5.2924  15.1899  12.9905  0.2233  -0.5545  -0.7628
O  4.8395  7.1455  21.251  0.0209  -0.0217  -0.0825
O  11.0357  2.642  19.0988  -0.0066  0.028  -0.0395
O  9.0747  2.6421  15.2258  -0.0806  -0.0039  -0.0557
O  3.7096  -0.743  18.8194  0.0077  -0.0055  -0.0675
O  5.5986  1.655  21.5893  0.0331  -0.0155  -0.0834
O  5.2673  10.1363  16.6843  0.0465  0.0071  -0.0426
O  7.8048  1.1013  10.7889  -0.3421  0.2359  0.3145
O  9.597  0.4975  19.1571  -0.0135  -0.0018  -0.0481
O  17.6417  4.7334  17.9654  -0.0108  -0.0314  -0.0821
O  7.6039  6.4928  22.0538  -0.0599  -0.0022  -0.068
O  -5.895  -2.6762  14.1561  0.0634  -0.0156  0.0417
O  7.2976  -3.607  13.3053  -0.0403  -0.0168  0.1069
O  11.3668  -0.8156  15.0955  -0.0204  0.0044  -0.0202
O  10.2737  7.0562  21.5198  0.0586  -0.0176  -0.088
O  9.1683  3.5284  10.9083  0.3074  0.0081  0.076
O  8.8287  -6.6826  19.7045  -0.0018  0.0103  -0.0682
O  0.4735  11.859  17.2011  -0.0204  0.0029  -0.004
O  16.6015  3.9738  15.6244  0.0686  -0.0631  -0.3467
O  11.1277  -1.8998  12.7071  -0.0056  0.0177  0.0651
O  11.3067  4.9105  20.3452  -0.0085  -0.014  -0.0864
O  0.0342  8.3339  10.2495  -0.0278  -0.053  0.0819
O  10.5521  5.8217  11.2935  0.0062  0.0132  0.0467
O  9.9726  -0.2257  11.1026  -0.0383  0.0286  0.0526
O  14.2458  6.4531  14.8054  0.0387  -0.0411  0.0146
O  7.2653  8.9132  15.39  -0.0107  -0.0224  -0.0043

Results
free energy: -133957.814 eV
free energy less fixed offsets of O -568.88, Si -635.61 eV per atom: 4.146 eV

The program warned: the cutoff lies below the one the program advises for these potential files; the forces do not sum to zero within the program's tolerance; the exchange-correlation potential is rough where the density is thin.
